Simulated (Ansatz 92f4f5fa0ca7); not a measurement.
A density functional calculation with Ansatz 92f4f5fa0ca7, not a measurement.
Periodic cell of 357 atoms, Si241O116, from a study of silicon, its oxide and their interface. The atomic structure is a simulated model.
Doubt: the cutoff is far below the 930 eV that the study's wrapper takes by default for these files, so forces and energies are approximate.
This geometry differs little from another in the collection (a relaxation step or a small displacement).

Settings: functional PBE; potential files Ansatz PAW; basis plane waves; wave-function cutoff 580 eV; density cutoff ratio 5; exchange-correlation grid ratio 1; k mesh 1 x 1 x 1, Gamma-centred; self-consistency stop 5e-08 eV per atom in the density residual; occupations fixed; spin none; net charge 0.

Cell vectors (angstrom)
a  11.6015  0  0
b  0  13.3963  0
c  0  0  40.9093

Atoms: element, x, y, z (angstrom)
Si  0  2.2327  1.1851
Si  3.8672  2.2327  1.1851
Si  7.7343  2.2327  1.1851
Si  1.9336  5.5818  1.1851
Si  5.8008  5.5818  1.1851
Si  9.6679  5.5818  1.1851
Si  0  8.9308  1.1851
Si  3.8672  8.9308  1.1851
Si  7.7343  8.9308  1.1851
Si  1.9336  12.2799  1.1851
Si  5.8008  12.2799  1.1851
Si  9.6679  12.2799  1.1851
Si  1.9336  1.1164  1.9745
Si  5.8008  1.1164  1.9745
Si  9.6679  1.1164  1.9745
Si  0  4.4654  1.9745
Si  3.8672  4.4654  1.9745
Si  7.7343  4.4654  1.9745
Si  1.9336  7.8145  1.9745
Si  5.8008  7.8145  1.9745
Si  9.6679  7.8145  1.9745
Si  0  11.1635  1.9745
Si  3.8672  11.1635  1.9745
Si  7.7343  11.1635  1.9745
Si  1.9336  1.1164  4.3426
Si  5.8008  1.1164  4.3426
Si  9.6679  1.1164  4.3426
Si  0  4.4654  4.3426
Si  3.8672  4.4654  4.3426
Si  7.7343  4.4654  4.3426
Si  1.9336  7.8145  4.3426
Si  5.8008  7.8145  4.3426
Si  9.6679  7.8145  4.3426
Si  0  11.1635  4.3426
Si  3.8672  11.1635  4.3426
Si  7.7343  11.1635  4.3426
Si  0  0  36.5687
Si  3.8672  0  36.5687
Si  7.7343  0  36.5687
Si  1.9336  3.3491  36.5687
Si  5.8008  3.3491  36.5687
Si  9.6679  3.3491  36.5687
Si  0  6.6981  36.5687
Si  3.8672  6.6981  36.5687
Si  7.7343  6.6981  36.5687
Si  1.9336  10.0472  36.5687
Si  5.8008  10.0472  36.5687
Si  9.6679  10.0472  36.5687
Si  0  0  38.9368
Si  3.8672  0  38.9368
Si  7.7343  0  38.9368
Si  1.9336  3.3491  38.9368
Si  5.8008  3.3491  38.9368
Si  9.6679  3.3491  38.9368
Si  0  6.6981  38.9368
Si  3.8672  6.6981  38.9368
Si  7.7343  6.6981  38.9368
Si  1.9336  10.0472  38.9368
Si  5.8008  10.0472  38.9368
Si  9.6679  10.0472  38.9368
Si  0  2.2327  39.7262
Si  3.8672  2.2327  39.7262
Si  7.7343  2.2327  39.7262
Si  1.9336  5.5818  39.7262
Si  5.8008  5.5818  39.7262
Si  9.6679  5.5818  39.7262
Si  0  8.9308  39.7262
Si  3.8672  8.9308  39.7262
Si  7.7343  8.9308  39.7262
Si  1.9336  12.2799  39.7262
Si  5.8008  12.2799  39.7262
Si  9.6679  12.2799  39.7262
Si  5.7781  -4.1463  21.4516
Si  3.8955  2.2624  32.8487
Si  12.3417  -6.4367  24.507
Si  1.8173  7.7335  29.453
Si  7.7103  8.2296  19.2132
Si  6.1389  -1.4687  30.1294
Si  5.5409  7.5539  29.2499
Si  7.6608  3.021  24.334
Si  9.6622  7.6065  23.2391
Si  0.3386  5.0448  19.9545
Si  3.7566  9.0324  30.0923
Si  9.9651  13.4929  27.8367
Si  3.8888  -4.3943  32.5138
Si  -0.0282  3.6345  30.4988
Si  7.6546  -3.6944  23.635
Si  6.732  2.1237  30.5588
Si  9.6322  5.5346  32.6341
Si  12.1186  1.7864  29.177
Si  -1.7605  7.1773  29.4922
Si  -1.074  15.0974  25.0893
Si  2.7949  13.3014  30.4638
Si  -0.9526  5.8113  26.9339
Si  2.8307  11.5478  23.473
Si  9.529  18.3331  30.2841
Si  -0.0135  2.463  32.6314
Si  3.6851  4.1168  27.2656
Si  7.646  2.2078  32.7136
Si  1.9626  5.6059  32.7579
Si  5.7973  5.5735  32.6002
Si  5.3481  6.846  26.9424
Si  0.0163  8.948  32.5501
Si  2.742  8.2461  26.4876
Si  7.7562  8.8447  32.405
Si  2.1204  12.4641  32.6237
Si  5.9512  12.2672  32.5293
Si  10.1104  11.083  29.5573
Si  1.8812  1.2475  33.4822
Si  5.7928  1.0493  33.5416
Si  9.6951  1.1387  33.2718
Si  -0.0056  4.5774  33.5808
Si  3.9088  4.5062  33.5108
Si  7.7108  4.4598  33.4537
Si  1.9718  7.8721  33.376
Si  5.81  7.838  33.3289
Si  9.6688  7.8133  33.3431
Si  0.1768  11.1959  33.3659
Si  3.9901  11.2165  33.3772
Si  7.8679  11.113  33.2806
Si  1.9173  1.1345  35.8184
Si  5.8012  1.0889  35.8585
Si  9.6714  1.1133  35.7055
Si  -0.0086  4.4844  35.8827
Si  3.872  4.4729  35.8362
Si  7.7275  4.4656  35.802
Si  1.9363  7.8267  35.7597
Si  5.801  7.8166  35.7352
Si  9.6635  7.8101  35.7436
Si  0.0272  11.1691  35.7551
Si  3.8834  11.1644  35.76
Si  7.7502  11.1478  35.7125
Si  0.0024  -0.0121  5.0365
Si  3.8865  0.0015  5.0523
Si  7.7522  0.0011  5.1409
Si  1.807  3.2745  5.2425
Si  5.7929  3.3431  5.1705
Si  9.6649  3.3747  5.0469
Si  0.022  6.6957  5.089
Si  3.8735  6.6991  5.3015
Si  7.7326  6.7029  5.1708
Si  1.9355  10.0509  5.0233
Si  5.8013  10.0339  5.1831
Si  9.6636  10.0623  5.1407
Si  0.1164  0.204  7.3411
Si  3.952  0.0024  7.3634
Si  7.8543  0.0343  7.5149
Si  0.5672  2.5825  7.345
Si  5.9045  3.3357  7.567
Si  9.9168  3.4576  7.3542
Si  0.1231  6.7123  7.4249
Si  3.9026  6.7382  7.8718
Si  7.7761  6.7231  7.5702
Si  1.9325  10.1012  7.3223
Si  5.8232  10.0343  7.5935
Si  9.6967  10.1634  7.5139
Si  1.9987  3.2677  9.0747
Si  4.0911  2.0206  8.571
Si  10.0684  -0.8665  10.7913
Si  1.8979  5.7462  8.7727
Si  5.9446  5.5037  8.5712
Si  10.281  5.7415  10.5098
Si  0.0322  8.9959  8.1222
Si  0.4705  9.103  10.4296
Si  7.8219  8.9707  8.4234
Si  1.9665  12.3608  8.0186
Si  5.9208  12.2762  8.2612
Si  9.8559  12.4492  8.3521
Si  0.2313  2.3851  15.2694
Si  8.1184  2.5883  10.5429
Si  7.986  2.2921  8.2018
Si  2.4287  -0.9346  10.2992
Si  3.8875  9.3369  12.2966
Si  6.1658  -1.0512  10.642
Si  1.4808  4.2317  13.5572
Si  3.7642  9.1226  8.4522
Si  7.2637  10.6381  14.8452
Si  1.4781  13.4243  13.7399
Si  10.277  10.3166  14.8679
Si  12.4726  6.7608  10.7169
Si  -1.8414  2.0553  17.1589
Si  6.0658  6.3019  15.5457
Si  6.1799  -3.344  11.8647
Si  2.0936  6.8871  12.7355
Si  -1.8106  5.6669  8.1936
Si  8.0089  0.2519  11.4566
Si  -1.4454  10.2143  11.58
Si  10.2139  3.4749  11.1591
Si  7.5233  2.6667  15.3759
Si  -4.7457  4.8054  10.8213
Si  8.0739  8.919  10.8506
Si  4.2899  5.0425  17.6419
O  5.0301  -25.1032  18.6082
O  14.4203  -16.9505  26.7341
O  19.5481  14.7305  14.574
O  5.192  -0.8252  17.8834
O  0.6378  14.2432  14.8994
O  1.2484  2.2386  27.7765
O  2.1158  -19.286  27.8121
O  2.5802  -3.4514  23.1605
O  -7.6396  30.3339  17.0998
O  -8.6397  0.7207  13.72
O  8.9264  0.7549  20.9622
O  1.6698  -7.3838  23.5496
O  -16.931  -3.1068  16.0903
O  9.567  0.5044  16.6632
O  20.3154  -3.4099  15.2054
O  -15.539  6.2761  15.1304
O  7.4177  12.24  14.628
O  13.0222  27.3524  29.7881
O  10.6435  1.1831  28.8365
O  -0.3658  -17.6663  15.4402
O  -12.6397  11.9859  28.2088
O  16.2  18.8004  26.8723
O  1.6429  3.1333  12.3601
O  7.4598  -1.2496  25.2802
Si  4.2486  1.9693  30.5698
Si  7.2147  0.1755  13.7043
Si  12.4265  16.8802  26.8089
Si  4.8698  2.2187  17.0716
Si  -5.893  -4.4423  16.8366
Si  1.722  -8.0554  30.4384
Si  1.3969  -16.4287  19.4316
Si  -8.0118  -9.294  29.6222
Si  1.4996  -0.2289  18.682
Si  2.6648  -3.3119  10.4756
Si  -1.4078  4.1382  13.4052
Si  -10.0717  6.5  17.3863
Si  6.7356  17.0964  21.3889
Si  2.696  8.8447  21.9098
Si  -2.7482  19.4931  13.9667
Si  6.1281  15.8408  26.9387
Si  11.5515  7.6056  14.9144
Si  -0.2205  -4.4955  30.1618
Si  -1.9269  12.8389  21.5596
Si  -5.9995  4.1738  13.5838
Si  -14.9667  1.5028  19.7076
Si  19.3024  -18.5184  29.9741
Si  4.3721  27.3052  10.4444
Si  4.3302  1.4496  13.2752
Si  8.9947  -7.5147  20.6259
Si  -9.7099  2.326  20.5935
Si  7.8201  -2.9235  29.228
Si  -1.7414  12.2488  32.5306
Si  -10.7831  -10.8907  11.0373
Si  15.6133  12.9155  16.791
Si  0.6719  13.771  22.7158
Si  0.6257  0.1146  11.4845
Si  -6.0929  5.3965  30.2243
Si  18.5775  -12.9679  28.9825
Si  3.8233  -15.718  26.3834
Si  -1.7801  10.6595  19.2865
Si  4.3553  4.3589  20.7908
Si  -6.2  -1.1501  21.7227
Si  7.6736  -1.394  23.632
Si  3.9165  -1.917  29.3596
Si  -16.2116  10.7785  26.1087
Si  10.3842  12.5357  17.0238
Si  -4.2991  -9.3411  29.41
Si  2.8584  -2.457  14.9021
Si  -3.5567  -7.4823  25.4667
Si  8.3433  6.5972  11.6275
Si  -9.3336  6.4332  22.0661
Si  2.6291  9.4274  17.6035
Si  -5.8801  0.2587  18.9969
O  14.9768  29.8132  20.7439
O  3.619  -21.2776  21.7451
O  -5.9023  4.5021  11.9913
O  -7.3663  8.8009  21.352
O  13.1508  1.5675  22.0108
O  -2.48  18.7684  26.5746
O  1.0905  -5.6675  13.7421
O  -1.4204  14.0117  26.2895
O  3.9755  -1.3314  22.4454
O  -2.0874  6.8184  21.8435
O  -3.8209  -8.4326  21.2237
O  8.4031  0.0711  28.258
O  1.0842  -7.3261  20.9862
O  -9.3436  4.1721  26.4129
O  11.3125  -10.9036  16.8241
O  5.3718  10.6507  26.1418
O  -5.2867  15.9082  16.4288
O  7.5605  -3.9098  25.2694
O  0.0592  -0.3604  17.9287
O  -17.961  -0.0921  20.5053
O  -4.0389  -8.7786  24.6354
O  -41.9564  -21.7652  19.2722
O  -2.7822  6.9091  24.4421
O  16.8142  5.5338  14.3818
O  2.2699  -3.4181  16.0879
O  10.3105  -21.7428  20.1199
O  6.7326  10.0456  13.4319
O  11.5066  -20.6973  25.5878
O  -1.1892  -2.9927  13.2256
O  7.3424  -13.0037  18.8902
O  -13.7283  -1.8228  17.9797
O  -7.3103  -4.149  17.6275
O  1.7248  21.3982  25.2533
O  29.9822  -11.1619  25.4575
O  -4.3994  -10.7518  20.2228
O  20.996  2.1463  18.746
O  0.8209  3.509  20.2332
O  9.4715  11.5077  20.6433
O  25.7687  12.8631  17.5014
O  -27.2079  -2.6895  27.5935
O  17.6711  1.0125  27.7278
O  -4.8107  20.087  26.1687
O  14.8841  -15.0059  25.0266
O  -23.4252  -3.2191  19.1913
O  27.4813  -5.5982  26.1243
O  14.6201  19.2933  17.0963
O  -4.5201  17.1119  14.1853
O  6.8479  8.3659  17.845
O  -19.1783  11.8808  15.5552
O  -17.4999  18.9749  16.9857
O  -9.0438  -7.9524  13.4159
O  20.0274  -6.6281  19.369
O  -33.3251  -23.3707  14.9888
O  15.8754  -11.7628  11.6649
O  28.8055  0.4987  13.6465
O  11.3925  0.9508  23.9473
O  -1.5162  7.0947  14.415
O  -16.1973  2.9197  22.8295
O  20.6505  -4.2964  23.0375
O  3.498  -5.6693  12.5002
O  8.7794  -10.3153  16.3264
O  -11.731  4.5666  27.627
O  -7.8407  11.9556  27.7556
O  12.1625  6.6305  16.078
O  5.5122  21.2271  15.6554
O  -2.7355  22.7546  19.2719
O  6.3328  8.9854  22.9665
O  13.1519  -27.6747  23.249
O  4.529  16.3659  13.8755
O  24.8796  -1.529  14.2475
O  -11.9472  13.1725  21.5965
O  6.4784  -0.6056  22.8218
O  1.6698  11.9581  19.7767
O  11.5052  2.9195  25.5953
O  -13.079  -28.0911  30.8755
O  11.6349  18.3957  13.4268
O  10.567  2.7864  14.3003
O  1.7421  -3.9554  20.7292
O  9.1796  -37.803  24.4349
O  -0.9002  -15.0861  15.6431
O  -17.2734  -2.5589  21.0743
O  12.3432  5.5602  18.4561
O  -19.0128  -12.3662  16.199
O  10.4902  -19.6887  27.9206
O  -28.1401  -5.0306  20.4449
O  -9.7526  -5.3838  17.902
O  3.569  23.4669  13.7366
O  1.7954  -12.1869  19.3872
O  -2.5024  -0.7948  23.0801
O  22.8463  -19.0262  23.6031
O  18.6024  30.372  27.7949
O  16.1588  -10.5567  26.7292

Results
free energy: -219167.599 eV
free energy less fixed offsets of O -568.88, Si -635.61 eV per atom: 4.491 eV

Forces (eV/angstrom), in the order of the atoms: element, x, y, z
Si  -0.007  0.002  -0.0128
Si  -0.0185  -0.077  0.0306
Si  -0.0045  -0.0647  -0.041
Si  -0.044  0.0345  -0.0566
Si  0.0887  0.0441  0.0872
Si  0.0327  -0.0184  0.0221
Si  -0.008  0.0787  0.0338
Si  -0.0156  0.0411  -0.03
Si  0.0237  0.0309  0.0472
Si  -0.0209  0.0085  0.0183
Si  -0.0061  -0.0174  -0.0147
Si  0.0302  -0.0212  -0.0188
Si  0.0589  0.0355  0.0054
Si  0.1236  0.0771  0.0021
Si  -0.0561  0.02  0.006
Si  0.0714  0.0249  0.0109
Si  -0.201  -0.0108  -0.0789
Si  -0.0722  0.0282  -0.0243
Si  0.1754  -0.1218  -0.0132
Si  -0.0977  -0.0498  -0.0217
Si  -0.0185  0.0098  -0.0155
Si  -0.0657  -0.0236  0.0281
Si  0.1203  -0.0432  -0.015
Si  -0.0532  0.01  -0.0061
Si  -0.0617  -0.0379  -0.4689
Si  0.3307  0.1203  -0.1151
Si  -0.008  0.0662  -0.35
Si  0.0069  0.004  -0.6475
Si  -0.4587  0.0195  1.2603
Si  -0.4057  0.1366  0.0592
Si  0.4366  -0.2196  0.0034
Si  -0.1559  -0.1263  0.4623
Si  -0.0486  0.0276  0.2684
Si  -0.2391  -0.1435  -0.4094
Si  0.3241  -0.0793  -0.247
Si  -0.0799  0.0004  0.1148
Si  -0.155  0.001  -0.061
Si  -0.22  -0.1125  0.1626
Si  0.3533  -0.2317  -0.1513
Si  0.0255  0.0877  0.3783
Si  0.0121  -0.0574  0.2376
Si  -0.1607  -0.2149  0.0289
Si  -0.0058  0.3793  0.1469
Si  0.0464  0.2197  -0.0106
Si  -0.0792  0.1054  -0.1258
Si  0.1322  0.0307  -0.0316
Si  0.1769  -0.0302  -0.234
Si  0.1192  -0.0223  -0.3508
Si  -0.0789  -0.0103  0.0174
Si  -0.0791  -0.0473  0.0149
Si  0.1242  -0.0831  0.0009
Si  0.0154  0.045  0.0012
Si  0.0212  -0.0499  -0.0096
Si  -0.0577  -0.1205  -0.0027
Si  0.0081  0.1602  0.0063
Si  0.0058  0.0998  -0.0095
Si  0.0018  0.049  0.0228
Si  0.04  0.0358  0.0044
Si  0.0535  0.0002  0.0024
Si  0.0528  0.0333  0.0369
Si  0.0073  0.0046  0.0071
Si  0.0185  0.0542  0.0014
Si  0.0057  0.065  0.019
Si  0.0305  -0.0399  0.0042
Si  -0.0629  -0.0254  -0.0509
Si  -0.0119  0.0153  -0.0518
Si  0.0148  -0.0717  0.0123
Si  -0.0013  -0.0266  0.0111
Si  -0.0336  -0.0206  -0.0324
Si  0.0249  -0.0163  0.0142
Si  0.0054  0.0117  -0.0409
Si  -0.0215  0.0222  0.0372
Si  0.0214  0.0171  -0.0158
Si  0.0061  0.0025  0.0083
Si  -0.005  -0.0093  0.0037
Si  0.0029  0  -0.0132
Si  -0.0008  -0.0023  -0.0142
Si  -0.0034  -0.0062  0.0006
Si  0.0037  0.0048  -0.0013
Si  -0.0013  0.0035  -0.0067
Si  -0.0026  -0.0169  0.0146
Si  -0.0001  -0.0015  -0.0058
Si  0.0042  -0.0055  0.0025
Si  -0.0036  -0.0152  0.0043
Si  -0.0012  -0.0006  0.0016
Si  -0.0113  0.0243  -0.0435
Si  0.0158  0.0041  0.004
Si  0.0033  -0.0008  0
Si  -0.0148  0.0014  0.001
Si  0.0081  0.0132  0.0363
Si  0.0017  0.006  -0.0033
Si  0.0025  -0.0006  -0.0069
Si  -0.0107  0.0084  0.0009
Si  0.0057  0.0028  0.0004
Si  -0.0149  0.0045  -0.0029
Si  0.0162  -0.0209  0.0109
Si  0.0096  -0.0201  0.0216
Si  -0.0041  -0.0022  0.0129
Si  0.0026  0.0003  0.0007
Si  -0.0005  -0.0007  0.0057
Si  -0.0068  0.0005  0
Si  0.0018  0.004  0.0131
Si  -0.002  -0.0015  0.0042
Si  0.0071  0.0013  0.0129
Si  0.0011  0.0028  0.0022
Si  -0.0014  0.0011  -0.0079
Si  -0.0065  -0.0024  0.0035
Si  0.0031  -0.006  0.0087
Si  -0.0063  0.0059  -0.0028
Si  -0.0033  0.0008  -0.002
Si  -0.0005  0.0162  0.0062
Si  -0.0087  0.0058  -0.0075
Si  -0.0121  -0.0016  0.0046
Si  -0.0036  0.0005  -0.0008
Si  0.0028  0.0016  0.0036
Si  -0.0008  0.0021  -0.0026
Si  0.001  0.0005  -0.0011
Si  0.0009  -0.0013  0.0054
Si  0.0003  0.0018  0.0011
Si  -0.0069  0.0013  -0.0035
Si  0.003  0.0028  0.003
Si  0.0003  -0.0017  0.0021
Si  0.0036  -0.001  0.0039
Si  0.0002  -0.0007  0.0062
Si  0.0031  0.0012  -0.0006
Si  0.0009  -0.0005  0.0031
Si  0.0025  -0.0009  0.0017
Si  0.0023  -0.0006  0.0008
Si  -0.0011  -0.0032  -0.0001
Si  0.0012  -0.0005  -0.0014
Si  0.0019  -0.0021  -0.0006
Si  0.0033  -0.0024  -0.0003
Si  -0.0011  -0.0013  -0.0003
Si  -0.0017  -0.0021  -0.0008
Si  -0.0003  0  -0.0008
Si  -0.0016  -0.0004  -0.0021
Si  -0.0002  0.0004  0.0001
Si  -0.0022  0.0029  -0.0006
Si  0  0.0013  -0.0002
Si  0.0012  0.0027  -0.0013
Si  0.0011  -0.0007  -0.0004
Si  0.0012  0.0006  0.0018
Si  -0.001  -0.0012  -0.0006
Si  0  0.0001  -0.0025
Si  0.002  0.002  -0.0056
Si  0.0041  -0.0028  -0.0028
Si  -0.0003  0.0005  -0.0015
Si  -0.0053  -0.0044  -0.0041
Si  0.0003  0.0003  -0.0042
Si  0.0045  0.0028  -0.0018
Si  0.0001  0.0006  0.0017
Si  -0.0023  0.0006  0.0004
Si  0.0024  0.0003  0.0013
Si  -0.0105  0.0031  0.0028
Si  -0.0023  0.0009  0.0026
Si  0.0005  -0.0003  -0.0011
Si  0.0021  0.0002  0.0075
Si  -0.0005  -0.0064  0.0024
Si  -0.0053  0.0206  -0.0018
Si  -0.0062  0  0.0018
Si  0.0046  -0.0014  0.0005
Si  0.0009  0.0003  0.0105
Si  0.0036  0.0005  -0.0092
Si  0.0042  -0.0038  0.0044
Si  0.0009  0.0012  -0.0048
Si  0.0082  -0.0046  -0.0084
Si  0.0085  -0.0009  -0.0057
Si  0.0076  0.0026  -0.0017
Si  -0.0078  -0.0019  0.0043
Si  -0.0012  -0.0087  0.0036
Si  -0.0004  -0.0049  0
Si  -0.0016  0.0011  0.0028
Si  0.0084  -0.0345  0.0516
Si  -0.0025  -0.0024  0.003
Si  0.0004  -0.0008  -0.0024
Si  0.0003  0.0002  0.0063
Si  -0.001  0.004  0.0063
Si  -0.0021  -0.0043  -0.0025
Si  -0.0104  0.0039  0.0026
Si  0.0014  -0.0016  0.0063
Si  0.0024  0.0012  -0.0059
Si  -0.0049  -0.0003  0.0045
Si  0.0061  0.0108  0.0019
Si  -0.0067  0.0056  -0.0213
Si  -0.0041  -0.004  -0.0102
Si  -0.0052  0.0022  0.0065
Si  0.002  -0.0087  0.0231
Si  -0.0047  0.0102  0.0023
Si  -0.0086  -0.0103  0.0067
Si  -0.0092  -0.0022  0.0056
Si  -0.0072  -0.0041  -0.0065
Si  0.0019  -0.0043  -0.0036
O  -0.0013  0.0051  0.0075
O  -0.0004  -0.0015  0.0001
O  0.0014  0.0025  0.0015
O  0.0153  -0.0123  0.0065
O  0.0027  -0.0034  -0.0028
O  0.0041  0.0031  -0.0041
O  -0.0017  0.002  0.0036
O  -0.0024  -0.0067  0.0043
O  -0.0037  -0.0001  0.0049
O  -0.0054  0.0012  0.0008
O  -0.0011  0.0015  0.0039
O  0.0001  0.0046  0.0073
O  -0.0009  -0.001  0.001
O  -0.0025  -0.0016  0.0019
O  0.0037  -0.0071  -0.0005
O  0.0144  0.0039  -0.0064
O  -0.0002  0.0058  0.0024
O  0.0145  -0.018  0.0072
O  -0.0155  0.0076  -0.0021
O  0.002  -0.0035  0.0011
O  0.006  0.0084  0.0003
O  -0.0014  0.0027  -0.0027
O  -0.0045  -0.0008  -0.0012
O  -0.0015  0.0057  0.0039
Si  0.0005  -0.0027  0.0001
Si  -0.0001  -0.0034  -0.0069
Si  0.0023  0.006  -0.0053
Si  0  0.0017  -0.0039
Si  0.0008  0.0017  -0.0019
Si  0.0037  -0.0111  0.0056
Si  0.0035  0.0175  -0.0142
Si  0.0037  0.0101  -0.0075
Si  -0.0072  0.0094  0.0008
Si  -0.0119  0.0085  -0.0278
Si  -0.0055  -0.0076  -0.0071
Si  0.0031  -0.0043  0.0001
Si  -0.0002  0.0016  -0.0051
Si  -0.0147  -0.0064  0.0154
Si  -0.0098  -0.0131  0.0076
Si  0.0018  -0.0019  0.0118
Si  0.0095  0.0009  -0.0024
Si  0.0041  0.0087  0.0026
Si  -0.0033  0.0082  -0.0023
Si  -0.0041  -0.0024  0.0068
Si  -0.0014  -0.0027  -0.0006
Si  -0.0063  -0.0042  0.0001
Si  -0.0118  -0.0088  -0.0007
Si  0.0049  -0.0005  0.0061
Si  -0.0117  -0.0118  -0.0202
Si  0.0008  -0.0035  -0.0026
Si  0.0006  0.0086  -0.0094
Si  -0.0047  -0.007  0.0166
Si  0.0027  0.0054  0.005
Si  0.0113  -0.0091  -0.0145
Si  0.0008  0.0003  -0.0064
Si  -0.008  -0.0059  0.0064
Si  0  0.0036  -0.0009
Si  0.0029  0.0015  0.0091
Si  0.0039  0.0019  0.0004
Si  -0.0035  -0.0049  -0.0101
Si  0.0025  -0.0098  -0.0072
Si  0.0008  0.0114  -0.0049
Si  0.0102  0.0099  0.0027
Si  0.0059  -0.0101  -0.0048
Si  0.0067  0.006  0.0061
Si  -0.0024  0.0026  0.0052
Si  -0.0054  0.0052  -0.0069
Si  0.0066  0.0092  -0.0034
Si  0.0018  0.0013  -0.0027
Si  0.003  -0.0067  0.0011
Si  -0.0102  -0.0135  0.0002
Si  0.0111  0.0047  -0.0112
Si  0.0035  0.0025  -0.018
O  0.0062  0.0023  0.0057
O  0.0013  0.0029  0.0063
O  0.0109  0.0035  -0.0102
O  -0.0062  -0.0135  -0.0071
O  0.0004  0.0014  0.0038
O  -0.0047  -0.0023  0.0005
O  -0.0031  -0.0007  0.0069
O  0.0002  0.0005  -0.0099
O  0.0104  0.005  -0.0109
O  0.0013  0.0007  -0.0142
O  -0.0024  -0.0003  0.0073
O  -0.0058  -0.0019  -0.0065
O  0.0068  0.005  0.012
O  -0.0019  0.0038  -0.0065
O  -0.0008  0.0017  -0.0007
O  -0.0197  -0.0024  -0.0014
O  0.004  -0.0012  -0.004
O  0.0087  -0.0038  -0.0043
O  0.0033  -0.0028  0.001
O  -0.0078  -0.0066  0.0224
O  -0.0001  0.0002  0.0011
O  0.004  0.0026  0.0011
O  -0.0006  -0.0024  0.0035
O  -0.0002  -0.0009  -0.0006
O  -0.0058  -0.0065  0.0006
O  0.0032  -0.005  0.0036
O  -0.0069  -0.0056  -0.0123
O  0.004  0  -0.0018
O  -0.0025  -0.0029  -0.0153
O  0.0116  -0.0009  0.0016
O  -0.0008  0.0073  -0.0085
O  -0.0123  -0.0013  0.0058
O  -0.003  -0.0025  -0.0084
O  0.0036  0.0012  -0.0007
O  -0.0047  0.0022  0.0027
O  0.0003  0.0017  0.0038
O  0.001  -0.0026  0.0025
O  -0.0061  0.005  0.0149
O  -0.0247  -0.0051  0.0128
O  0.0065  0.0033  0.023
O  0.0002  -0.0036  -0.0058
O  -0.0015  -0.0021  0.0004
O  0.0084  0.0022  0.0181
O  -0.0004  -0.0101  0.0064
O  -0.0067  0.003  -0.0069
O  -0.0043  0.0017  0.0022
O  -0.0003  -0.0025  -0.0018
O  0.0009  -0.0001  0.0041
O  0.001  -0.0063  -0.0065
O  -0.0014  -0.0001  0.0042
O  0.0023  -0.0077  0.0102
O  0.0014  -0.0029  -0.0008
O  0.0024  0.0012  -0.0015
O  0.0028  0.015  0.0033
O  0.0028  -0.0044  0.0036
O  0.0003  0.0006  0.0029
O  0.0018  0.0098  0.0003
O  -0.0034  0.0031  0.0036
O  -0.0069  0.0361  0.002
O  -0.0019  0.0221  -0.0063
O  -0.0026  0.0036  -0.0004
O  0.0019  -0.0003  -0.0023
O  -0.0015  -0.0015  0.005
O  -0.0025  -0.0015  0.0015
O  -0.0031  -0.0002  -0.002
O  0.0054  0.0057  0.009
O  -0.0072  -0.0168  0.0234
O  -0.0007  0.0004  0.0059
O  0.0002  0.0041  0.0008
O  -0.0049  0.0045  -0.0022
O  0.005  0.0017  0.0036
O  -0.0106  0.0065  -0.0012
O  0.0002  -0.0087  0.0079
O  0.0039  0.0076  0.0055
O  0.0084  0.0038  -0.0193
O  0.0056  -0.0074  0.0025
O  0.0038  0.0022  -0.0006
O  -0.0014  -0.0088  0.0122
O  -0.0037  0.0014  0.0009
O  0.0028  -0.0067  -0.0042
O  0.0049  -0.0092  -0.0003
O  0.0004  0.0033  -0.0046
O  -0.0019  0.0135  -0.0079
O  -0.0014  -0.004  -0.0017
O  0  -0.0148  -0.0055
O  -0.0043  -0.0076  0.0031
O  0.0017  -0.005  -0.0164
O  -0.0008  -0.0015  0.0027
O  0.0017  0.0037  0.0042
O  0.0318  0.0011  0.0125
O  0.0042  0.0133  0.0023
O  0.0007  0.0003  -0.0086

The program warned: the cutoff lies below the one the program advises for these potential files; the forces do not sum to zero within the program's tolerance; the exchange-correlation potential is rough where the density is thin.
